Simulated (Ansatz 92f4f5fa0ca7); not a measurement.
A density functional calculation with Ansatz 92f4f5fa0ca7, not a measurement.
Periodic cell of 252 atoms, Si132O88H32, with a vacuum gap, from a study of silicon, its oxide and their interface. The atomic structure is a simulated model.

Settings: functional r2SCAN; potential files Ansatz PAW; basis plane waves; wave-function cutoff 800 eV; density cutoff ratio 5; exchange-correlation grid ratio 1; k mesh 1 x 1 x 1, shifted by 0.5 0.5 0 of a step; self-consistency stop 1e-11 eV per atom in the density residual; occupations fixed; spin none; net charge 0; applied field sawtooth along c, amplitude +0.015 V/angstrom in the program's sign convention, ramp centred at 0.9887 of c and 0.0226 of c wide, no dipole correction.

Cell vectors (angstrom)
a 10.888 0 0
b 0 10.888 0
c 0 0 44.2257

Atoms and the computed forces on them: element, x, y, z (angstrom), force x, y, z (eV/angstrom)
Si 0.0622 0.4709 30.2408 -0.0037 -0.0048 0.0538
Si 3.661 2.16 30.5102 -0.0101 0.0029 0.0273
Si -0.3225 5.6757 30.5351 -0.0045 0.0051 0.0411
Si 2.9952 8.0579 30.6786 0.0002 -0.0062 0.0359
Si 5.1481 0.2179 30.6328 -0.0005 0 0.0254
Si 8.466 2.5242 30.6115 0.0004 0.0006 0.0435
Si 5.0839 5.6654 30.5863 0.0079 0.0015 0.0349
Si 8.3845 7.898 30.5618 -0.0012 -0.0073 0.0398
Si 1.6335 1.4804 31.6204 0.0004 0.0008 -0.004
Si 4.1503 4.0006 31.9352 0.0019 -0.0042 -0.0162
Si 1.3328 6.8102 31.8091 -0.0058 0.0016 -0.0093
Si 4.1301 9.5497 32.0359 -0.0049 0.002 -0.0179
Si 6.8483 1.327 31.8416 0.0049 0.0052 -0.0183
Si 9.5162 4.1356 31.9309 0.0008 -0.0025 -0.0205
Si 6.7837 6.741 31.8039 0.001 0.0019 -0.0142
Si 9.5463 9.3063 31.9903 -0.0138 -0.0079 -0.0036
Si 0.1421 2.7466 33.1022 0.002 0.0037 0.0108
Si 2.6818 0.0339 33.2178 -0.0009 -0.0076 0.0062
Si 0.0488 8.0645 33.3471 0.0024 -0.0026 -0.0008
Si 2.6783 5.3842 33.1797 -0.0026 -0.0047 0.0131
Si 5.5508 2.703 33.2799 0.0038 0.004 0.0112
Si 8.2174 -0.0461 33.1982 -0.0057 -0.0133 0.0118
Si 5.5279 8.1412 33.2558 0.0182 0.0002 0.007
Si 8.1122 5.4263 33.2651 -0.0018 0.0044 0.0059
Si 1.3695 4.0694 34.5987 -0.0003 -0.005 0.0171
Si 4.0956 1.3607 34.5674 0.003 0.0109 0.0237
Si 1.3716 9.5311 34.6049 0.0006 -0.0063 0.0092
Si 4.0857 6.766 34.5287 -0.0052 0.0088 0.0207
Si 6.8372 4.0611 34.6598 0.0067 0.0027 0.015
Si 9.6179 1.3642 34.4812 -0.0099 0.01 0.0261
Si 6.8593 9.5155 34.6078 -0.0086 0.0017 0.0053
Si 9.5082 6.7492 34.6345 -0.0046 0.0035 0.0193
Si 0.0039 0.0047 35.9274 0.0142 -0.0007 0.1873
Si 2.7531 2.7185 35.9411 -0.0299 0.0125 0.1777
Si -0.0084 5.4007 35.9662 0.0302 -0.0016 0.187
Si 2.7507 8.1538 35.92 -0.0008 -0.0132 0.1729
Si 5.4462 -0.0084 35.9292 0.0502 -0.0415 0.1791
Si 8.2421 2.6891 35.9228 -0.0037 -0.0302 0.1798
Si 5.4286 5.4307 35.9404 0.0105 0.0061 0.191
Si 8.1852 8.1569 35.9718 -0.0093 -0.0075 0.176
Si 1.3747 1.3547 37.2803 0.0184 -0.001 0.2886
Si 4.0871 4.0829 37.3106 -0.0346 -0.0098 0.3753
Si 1.355 6.8062 37.2831 0.0524 -0.0333 0.1762
Si 4.0839 9.5252 37.295 0.1135 -0.1183 0.2683
Si 6.8147 1.3643 37.2752 0.1402 -0.1181 0.1587
Si 9.5371 4.0593 37.3284 0.1176 -0.1488 0.4008
Si 6.7889 6.8008 37.2923 0.0319 0.0328 0.3283
Si 9.5281 9.5421 37.3002 0.0283 -0.0319 0.3439
Si 0.0259 2.7083 6.9282 -0.0953 0.0661 -0.4239
Si 2.6995 -0.0115 6.9389 -0.0611 0.0944 -0.1733
Si -0.0212 8.1633 6.9294 -0.1307 0.0491 -0.244
Si 2.7177 5.4439 6.9235 0.0514 -0.0432 -0.3243
Si 5.46 2.736 6.9435 -0.1598 0.0575 -0.1307
Si 8.1469 -0.0003 6.9234 0.0125 0.0621 -0.334
Si 5.4387 8.1713 6.9207 -0.063 0.0422 -0.3955
Si 8.1514 5.4459 6.9324 -0.0188 0.1052 -0.2516
Si 1.3611 4.0847 8.2842 -0.0019 0.0084 -0.1843
Si 4.0593 1.3762 8.2767 -0.0207 0.0274 -0.1712
Si 1.3059 9.5215 8.302 -0.0067 0.03 -0.1818
Si 4.0665 6.826 8.2624 0.0043 -0.0084 -0.1843
Si 6.809 4.1157 8.3224 -0.0163 -0.0057 -0.1748
Si 9.5115 1.3773 8.2485 -0.0202 0.0047 -0.1869
Si 6.7896 9.5227 8.2833 -0.0085 0.0127 -0.1881
Si 9.4835 6.8244 8.3055 0.0015 0.0016 -0.1713
Si -0.0989 0.0047 9.6329 0.0102 0.0045 -0.018
Si 2.7029 2.7342 9.6681 -0.0018 -0.0203 -0.0173
Si -0.0275 5.4378 9.6124 0.0017 0.0066 -0.0116
Si 2.6683 8.1322 9.6223 0.0008 -0.0102 -0.0183
Si 5.4141 -0.002 9.602 -0.0004 0.0044 -0.0101
Si 8.2086 2.742 9.6393 0.0013 -0.0051 -0.0216
Si 5.4419 5.5264 9.6479 0.0012 0.0023 -0.0192
Si 8.1198 8.189 9.7023 0.0081 -0.0128 -0.0236
Si 1.2639 1.3439 10.9643 -0.0029 0.0066 -0.0079
Si 4.0788 4.1734 10.9595 -0.0055 0.002 -0.0141
Si 1.2947 6.7745 10.9913 0.0027 -0.0078 0.0006
Si 4.0157 9.5209 10.9197 0.0044 0.0055 -0.0077
Si 6.809 1.3675 10.9059 -0.0052 -0.0028 -0.0025
Si 9.5789 4.09 11.0344 0.0035 -0.0024 -0.01
Si 6.7548 6.8685 11.1104 -0.0088 0.0022 -0.01
Si 9.4145 9.6054 11.0699 -0.0022 0.0073 -0.0042
Si 0.0201 2.6839 12.4481 -0.0049 -0.0045 0.0139
Si 2.631 -0.0289 12.2563 0.0003 -0.0011 0.0092
Si -0.0377 8.2283 12.3001 0.0021 -0.0031 0.0104
Si 2.6638 5.4184 12.3793 0.0025 0.0048 0.0146
Si 5.5076 2.7995 12.1876 0.0027 -0.0033 0.0142
Si 7.9862 0.0589 12.4718 -0.0037 0.0059 0.0148
Si 5.3029 8.2734 12.4296 -0.006 -0.0001 0.0075
Si 8.196 5.4537 12.3732 0.0039 -0.0003 0.0113
Si 1.7909 3.6583 13.7312 -0.0083 0.0046 0.0289
Si 4.0429 1.4494 13.3377 0.0006 0.0027 0.0076
Si 1.5292 9.3112 13.6748 -0.0046 0.0063 0.0242
Si 3.7094 7.0578 13.6859 0.0034 -0.0074 0.0189
Si 7.0361 3.86 13.6362 -0.0059 0.0047 0.0242
Si 9.2164 1.6136 13.7308 0.0089 -0.0032 0.0271
Si 6.145 10.0645 13.7707 0.0027 -0.0046 0.0203
Si 9.4989 6.9241 13.6539 0.002 -0.0016 0.0298
Si 29.4084 -11.3208 19.9635 -0.006 0.0061 0.0569
Si -2.7028 -1.0623 25.8978 -0.005 0.0047 0.0681
Si 4.3799 15.7321 25.3997 -0.0092 -0.0023 0.059
Si 21.2339 13.6874 23.5818 0.0071 0.0056 0.074
Si 13.3224 0.7729 26.1958 -0.0095 -0.0007 0.0587
Si 9.5346 5.7314 19.731 -0.0089 0.004 0.0764
Si -1.1517 14.4354 17.7703 -0.0136 -0.0041 0.0602
Si 11.6495 19.9091 22.4546 -0.0042 -0.0053 0.0726
Si -13.5843 12.8498 27.8574 -0.001 0.001 0.07
Si 0.7405 11.2041 18.7731 -0.0043 -0.0078 0.0683
Si 5.2713 2.5967 20.3851 -0.0009 -0.0053 0.078
Si 13.5462 -1.5547 27.8265 -0.0015 -0.0022 0.0709
Si 4.2211 14.9874 28.2783 0.008 -0.0039 0.0694
Si 0.267 22.1199 15.8262 0.0047 0.0088 0.0676
Si 10.0484 0.6074 21.2929 0.0085 0.0046 0.079
Si 4.7548 -0.4417 20.9589 -0.0091 0.0004 0.0699
Si -9.6692 15.9371 28.0353 -0.0027 -0.0024 0.066
Si 9.5834 7.6126 24.3977 -0.0043 0.0121 0.0666
Si -7.2223 18.6027 25.623 -0.0054 -0.0042 0.0594
Si 13.1965 19.6523 19.9708 0.0074 -0.0032 0.0595
Si 7.1263 23.7758 18.3172 -0.003 -0.0087 0.0553
Si 16.426 -16.1156 15.7986 -0.0016 -0.005 0.0581
Si 19.9065 19.101 18.3347 0.0044 -0.0028 0.0633
Si -4.7251 3.5861 23.1457 0.0007 0.0045 0.0829
Si -6.2854 25.2661 17.7327 0.0027 -0.0183 0.0602
Si -0.3195 0.3869 27.2066 -0.0001 0.0032 0.0633
Si -9.9728 7.5496 26.464 0.0104 -0.0016 0.0602
Si -10.0536 17.8845 18.315 0.0045 0.0114 0.0595
Si -3.1698 1.8517 25.0358 0.0003 -0.0084 0.0644
Si 12.6246 36.1741 25.5791 0.0051 0.0077 0.0538
Si 12.6726 -19.4571 17.237 0.0038 -0.0035 0.062
Si 11.0954 16.179 15.8582 -0.006 0.003 0.0703
Si -3.4589 -13.6071 15.7077 0.0131 -0.0035 0.062
Si -3.8899 20.8639 28.5087 -0.0049 -0.0096 0.0683
Si 14.282 -0.8561 23.7772 0.0001 -0.0027 0.0807
Si 8.8352 16.1105 22.6731 -0.0024 -0.0019 0.0756
O 0.356 0.1792 28.6693 -0.004 -0.0001 -0.0469
O -1.4927 -6.6697 19.2028 0.0034 -0.0118 -0.0358
O 11.1825 -6.1548 29.3239 0.015 -0.0046 -0.0412
O -7.6052 11.1874 24.9035 0.0095 -0.0143 -0.0445
O -1.4207 6.7837 29.9696 0.0063 -0.0044 -0.013
O -3.0917 8.8534 29.364 -0.0089 0.0183 -0.031
O 16.1456 3.2005 21.8711 -0.0087 -0.0124 -0.0551
O -8.2803 13.2493 26.3199 -0.0016 0.0013 -0.0222
O 11.2828 3.0355 17.729 0.0091 0.0025 -0.0241
O 16.1917 4.4638 24.1606 0.019 -0.0102 -0.0409
O 14.9647 30.4908 24.4255 -0.0011 0.0169 -0.0354
O -11.6937 26.0155 22.9193 -0.0064 0.0114 -0.0214
O 4.0554 6.8939 30.2246 -0.0027 0.0004 -0.0155
O 8.039 13.8998 29.0842 -0.0009 -0.0057 -0.0368
O -2.4457 7.8444 14.4913 0.0136 -0.0082 -0.0355
O 7.2658 0.4105 18.6158 -0.0024 0.0117 -0.0303
O 2.6015 -2.7152 14.1881 -0.0018 0.0021 -0.0132
O 3.7785 9.3923 20.1931 -0.0091 -0.0055 -0.0246
O -0.3291 17.1422 14.6955 -0.0129 0.0124 -0.0402
O -0.2382 1.027 19.8446 0.0128 0.002 -0.0462
O 10.6136 -2.7312 18.0196 -0.0011 0.0011 -0.0202
O 21.5671 18.947 23.2999 0.0155 0.0112 -0.0349
O 18.3364 4.4155 22.6569 0.0058 0.0047 -0.0222
O 1.3256 -0.9827 19.453 -0.0091 0.0131 -0.0342
O 3.0427 13.4937 14.033 0.0015 -0.0065 -0.0183
O 11.69 15.0887 26.7172 0.0031 -0.0124 -0.0378
O 9.7665 4.6237 16.5419 0.0094 0.0086 -0.033
O 33.5208 -7.9827 24.3781 -0.0199 -0.0053 -0.0365
O 3.1569 3.1438 17.0719 -0.0097 0.0021 -0.0227
O 1.2322 9.0124 27.0842 -0.006 -0.0075 -0.0216
O -12.1368 12.2994 30.3636 0.0057 -0.0099 -0.0147
O 8.2424 -2.2524 17.0037 -0.0188 -0.0004 -0.0485
O 1.2134 15.0984 15.1792 0.0162 -0.0113 -0.0481
O 15.4905 -15.3524 25.6277 0.0018 0.0007 -0.0198
O -10.0561 9.9541 15.0138 0.0111 -0.0175 -0.038
O -2.4366 0.4352 21.0729 -0.0085 -0.0084 -0.0307
O 10.8209 0.005 17.3841 -0.004 0.0022 -0.0509
O 2.9721 10.8949 27.5243 -0.0021 0.008 -0.0281
O -8.0559 15.4373 25.0127 0.0031 0.0015 -0.0144
O 19.339 8.6951 24.7844 0.0083 -0.0134 -0.0312
O 31.3305 20.9869 26.7352 -0.0115 -0.0081 -0.0275
O 17.1513 -6.3628 14.9049 0.0128 -0.0119 -0.0356
O 20.6064 12.6554 27.3437 0.0028 -0.0033 -0.0148
O -0.2054 20.9935 21.7782 -0.0107 0.0143 -0.0298
O 34.5148 20.6434 23.3865 -0.0143 -0.0062 -0.0327
O 8.1341 13.6554 14.2025 -0.0046 0.0019 -0.0157
O -13.1641 -1.6404 19.5086 0.0067 -0.0149 -0.0274
O -15.2487 -1.4665 15.2284 -0.0111 0.014 -0.0421
O 9.1512 13.3345 24.5986 0.0142 0.0079 -0.0296
O 17.8892 -1.438 26.9626 0.0119 0.0003 -0.0427
O 1.629 29.9889 21.3422 0.0109 -0.0026 -0.0432
O 0.9918 17.4981 27.7608 -0.0009 0.0119 -0.035
O -6.2206 22.8602 20.4065 0.0027 0.0104 -0.0228
O 1.4263 12.3751 15.8808 -0.0059 -0.0073 -0.0311
O -4.6132 -11.8352 20.6927 0.0113 0.0014 -0.0269
O 15.2893 14.3888 19.3497 -0.0031 0.0077 -0.044
O 28.3431 17.7526 16.1051 -0.0033 0.0004 -0.023
O 9.0605 16.809 21.2451 0.0093 0.0066 -0.0585
O 8.5085 13.3831 17.6102 0.0071 0.0051 -0.0268
O -0.5019 18.2023 25.7677 -0.0168 -0.0005 -0.0366
O 3.7819 -2.4547 27.0748 0.0063 -0.0096 -0.0326
O 21.9865 17.0048 19.5275 0.0055 0.0048 -0.0258
O 6.615 24.0317 23.9403 -0.0097 0.011 -0.0358
O 3.9301 2.6427 28.9416 -0.0014 0.0142 -0.0351
O -11.1525 9.9269 30.9026 0.0118 0.016 -0.013
O -9.8389 6.1108 16.9775 -0.0036 -0.0157 -0.0423
O 9.8372 0.9268 15.0893 -0.0175 0.0097 -0.0366
O -2.2679 17.6045 18.8197 -0.0043 0.0104 -0.0315
O -6.6138 6.3028 15.0226 -0.0155 0.0124 -0.0328
O 2.024 1.2398 18.4227 0.0019 0.0112 -0.0265
O 7.7626 0.2478 25.0674 0.001 0.0144 -0.0286
O -5.0789 13.2943 17.4177 -0.0075 0.0063 -0.0338
O -6.1199 4.0528 26.7603 0.0021 0.0057 -0.047
O 5.3295 4.9239 29.1411 -0.0052 -0.0086 -0.0362
O -12.9767 28.102 23.8443 -0.0039 -0.0104 -0.027
O 6.7985 13.5215 19.7938 0.0093 -0.0011 -0.0338
O 2.5671 8.9568 29.3785 -0.0044 0.0112 -0.051
O -14.051 22.3089 28.4708 0.0066 0.0076 -0.0261
O 2.2487 -3.2854 18.8345 -0.0092 -0.0162 -0.034
O -5.8339 0.3752 14.1454 -0.0015 0.0012 -0.0166
O -16.2091 -11.4769 29.2217 0.014 -0.0085 -0.0262
O 0.8246 22.3275 26.0768 0.0084 0.0027 -0.0259
O -5.8382 4.9397 17.1622 0.008 0.0175 -0.0324
O 2.1111 29.0396 25.407 0.0051 -0.0011 -0.0253
O 10.4093 12.5979 22.4018 -0.0032 -0.0186 -0.0437
O -8.0983 4.8624 28.3386 -0.0072 0.0012 -0.0235
O 15.1971 10.4691 22.5209 0.0156 0.0045 -0.0524
O -3.5363 13.2783 26.5352 -0.0026 -0.0016 -0.0455
H 0.5543 2.1779 38.2127 0.3144 -0.2845 -0.2869
H 2.1837 0.5203 38.2127 -0.3087 0.319 -0.2612
H 3.2628 4.9022 38.2431 0.276 -0.2985 -0.2626
H 4.9167 3.269 38.2431 -0.3018 0.3005 -0.2508
H 2.1769 5.9846 38.2155 -0.2754 0.3058 -0.2638
H 0.5275 7.6222 38.2155 0.302 -0.2681 -0.2893
H 4.906 8.7037 38.2275 -0.2925 0.3341 -0.2514
H 3.2522 10.337 38.2275 0.2936 -0.3017 -0.2991
H 5.998 2.1912 38.2077 0.3348 -0.2241 -0.3222
H 7.6265 0.5327 38.2077 -0.3474 0.2943 -0.2442
H 10.3666 3.2453 38.2609 -0.3344 0.3139 -0.2051
H 8.7156 4.8813 38.2609 0.2057 -0.2921 -0.2992
H 7.613 5.9813 38.2247 -0.2964 0.2326 -0.2774
H 5.9733 7.6287 38.2247 0.3008 -0.328 -0.2604
H 8.6957 10.3531 38.2327 0.3194 -0.2948 -0.2646
H 10.3377 8.7082 38.2327 -0.2193 0.3655 -0.2466
H 0.8462 1.885 5.9957 -0.3208 0.3618 0.2545
H -0.8036 3.5223 5.9957 0.2852 -0.2307 0.2365
H 1.8904 0.8228 6.0064 0.3004 -0.3883 0.2459
H 3.5312 -0.8233 6.0064 -0.3186 0.2355 0.3118
H -0.8308 8.9971 5.997 0.2724 -0.3342 0.2459
H 0.8063 7.3473 5.997 -0.3133 0.2392 0.2985
H 3.542 4.6246 5.9911 -0.3113 0.2789 0.2467
H 1.8958 6.2656 5.9911 0.284 -0.2919 0.2648
H 6.2767 1.909 6.011 -0.2671 0.3317 0.3076
H 4.6304 3.5499 6.011 0.3371 -0.2457 0.2614
H 8.9794 -0.8113 5.991 -0.3006 0.283 0.2663
H 7.335 0.8313 5.991 0.2566 -0.3828 0.2354
H 4.6166 8.9928 5.9882 0.3436 -0.2666 0.2336
H 6.2544 7.3434 5.9882 -0.3085 0.2883 0.2665
H 8.973 4.6238 6 -0.218 0.2655 0.3014
H 7.3273 6.2654 6 0.299 -0.3247 0.2488

Results
free energy: -135125.824 eV
free energy less fixed offsets of H -15.71, O -570.45, Si -639.56 eV per atom: -1.584 eV

The program warned: the cutoff lies below the one the program advises for these potential files; the forces do not sum to zero within the program's tolerance; empty levels may hold ghost states of the PAW files; the exchange-correlation potential is rough where the density is thin.
